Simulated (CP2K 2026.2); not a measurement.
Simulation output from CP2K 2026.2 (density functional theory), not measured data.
Periodic cell of 443 atoms, Si320O123, from a study of silicon, its oxide and their interface. The atomic structure is a simulated model.
Doubt: the forces sum to 2.21 eV/angstrom along one axis rather than to zero, so they err by at least 0.0050 eV/angstrom per atom on average; the grid cutoff is modest.

Settings
functional: PBE
method: Gaussian and plane waves
basis set: DZVP-MOLOPT-SR-GTH
pseudopotentials: GTH-PBE
grid cutoff: 350 Ry, relative cutoff 50 Ry
k points: Gamma only
occupations: fixed
spin: none
net charge: 0

Cell vectors (angstrom)
a	15.3866	0	0
b	0	15.3867	0
c	-3.7777	-6.9002	33.4657

Atoms and the computed forces on them: element, x, y, z (angstrom), force x, y, z (eV/angstrom)
Si	11.675	7.419	28.693	0.016	0.273	0.715
Si	11.609	-5.48	28.74	0.007	-0.27	0.609
Si	11.44	-0.901	28.826	0.178	-0.086	0.744
Si	11.447	2.205	28.454	0.166	0.348	0.841
Si	0.091	7.257	28.822	0.089	0.28	0.645
Si	0.063	-5.665	28.856	0.027	-0.348	0.692
Si	0.031	-0.525	28.81	0.007	0.311	0.655
Si	0.175	1.905	28.584	-0.151	-0.178	0.687
Si	4.05	6.135	28.68	-0.141	0.269	0.755
Si	3.856	-4.705	29.003	-0.026	0.014	0.676
Si	3.859	-1.589	28.808	-0.039	0.154	0.792
Si	3.958	2.978	28.768	-0.105	-0.149	0.78
Si	7.89	6.961	28.743	-0.112	-0.161	0.773
Si	7.709	-5.315	28.777	0.049	0.148	0.794
Si	7.735	-0.716	28.816	-0.121	-0.111	0.785
Si	7.689	2.405	28.763	0.049	0.157	0.766
Si	-1.858	6.71	30.003	-0.003	-0.019	-0.076
Si	-1.867	-5.044	30.059	-0.005	0.025	-0.081
Si	-1.909	-1.099	30.015	-0.018	-0.02	-0.054
Si	-1.872	2.656	29.668	-0.001	-0.003	-0.083
Si	2.057	6.599	29.969	0.009	-0.044	-0.006
Si	1.896	-4.997	30.199	-0.023	0.016	-0.003
Si	1.927	-1.153	30.081	-0.006	-0.018	-0.005
Si	1.964	2.643	29.979	-0.039	0.007	-0.002
Si	5.931	6.527	30.028	0.031	-0.021	-0.009
Si	5.848	-4.99	30.178	-0.002	-0.004	-0.016
Si	5.798	-1.152	30.081	-0.006	0.001	-0.017
Si	5.826	2.695	30.138	-0.009	0.008	-0.017
Si	9.815	6.732	30.03	0.021	-0.003	-0.068
Si	9.686	-4.991	30.034	0.007	0.026	-0.066
Si	9.596	-1.024	30.208	-0.01	-0.01	-0.019
Si	9.683	2.701	29.977	0.018	0.002	-0.054
Si	-1.863	8.503	31.516	0.022	-0.002	0.044
Si	-1.858	-3.053	31.34	-0.019	0.004	0.011
Si	-1.908	0.866	31.315	0.007	0.026	0.008
Si	-1.867	4.614	31.138	-0.005	-0.012	-0.012
Si	2.063	8.438	31.476	-0.002	-0.002	-0.01
Si	1.878	-3.043	31.48	0.036	-0.005	0.029
Si	2.033	0.781	31.428	0.007	0.002	-0.023
Si	1.937	4.628	31.3	0.058	0.026	-0.007
Si	5.819	8.432	31.45	-0.01	0.009	0.009
Si	5.888	-3.044	31.479	-0.019	0	0.049
Si	5.775	0.764	31.463	-0.02	0.003	0.022
Si	5.9	4.644	31.433	0.013	-0.011	0.052
Si	9.7	8.547	31.499	0.002	0.02	0.041
Si	9.658	-3.047	31.394	-0.019	0.001	0.036
Si	9.652	0.896	31.51	0.007	0.01	0.032
Si	9.741	4.692	31.271	-0.05	0	0.012
Si	11.609	8.521	32.851	-0.008	-0.006	0.028
Si	11.607	-3.037	32.722	-0.002	0.011	-0.007
Si	11.62	0.855	32.777	-0.007	-0.002	0.01
Si	11.654	4.641	32.639	0.015	0.016	-0.012
Si	0.098	8.469	32.798	0.007	0.016	0.008
Si	-0.015	-3.04	32.816	0.021	-0.002	0.019
Si	0.035	0.82	32.698	-0.01	-0.008	-0.025
Si	0.008	4.638	32.643	0.002	0.018	-0.012
Si	3.94	8.463	32.849	0.003	-0.001	0.027
Si	3.889	-3.05	32.761	-0.001	0.001	-0.026
Si	3.894	0.792	32.84	-0.001	-0.019	0.039
Si	3.891	4.64	32.698	-0.008	-0.001	-0.029
Si	7.749	8.485	32.803	0.007	-0.006	-0.001
Si	7.788	-3.049	32.829	-0.003	0.005	0.001
Si	7.713	0.824	32.814	0.022	-0.005	0
Si	7.841	4.662	32.734	-0.004	-0.016	0.01
Si	0.002	-1.907	11.585	0.01	0.022	-0.011
Si	0.012	1.919	11.56	-0.009	-0.005	-0.012
Si	0.007	5.791	11.541	0.006	-0.002	-0.003
Si	0.022	9.648	11.612	0	-0.004	0.013
Si	3.824	-1.896	11.6	-0.005	-0.006	-0.006
Si	3.853	1.93	11.584	0.005	-0.015	-0.011
Si	3.814	5.778	11.596	-0.003	0.001	0.003
Si	3.823	9.627	11.614	0	0.011	0.005
Si	7.713	-1.904	11.511	-0.026	-0.005	-0.012
Si	7.669	1.947	11.509	0.014	-0.012	-0.002
Si	7.65	5.784	11.549	0.012	0.016	-0.006
Si	7.658	9.618	11.547	0.004	-0.005	-0.004
Si	11.559	-1.917	11.565	-0.01	0.017	-0.005
Si	11.525	1.923	11.505	-0.002	0.017	-0.023
Si	11.519	5.796	11.492	-0.011	-0.009	-0.023
Si	11.549	9.655	11.544	-0.003	-0.022	-0.007
Si	1.894	-1.852	12.996	0.034	-0.001	-0.01
Si	1.932	1.86	12.949	0.001	-0.002	-0.016
Si	1.887	5.743	12.965	-0.01	-0.005	0.015
Si	1.928	9.683	13.029	-0.007	0.015	0.012
Si	5.806	-1.914	12.867	0.017	0.046	-0.031
Si	5.793	1.999	12.929	-0.029	0.019	0.032
Si	5.738	5.789	12.956	-0.004	-0.004	0.003
Si	5.757	9.572	12.958	0.001	-0.016	-0.009
Si	9.621	-1.89	12.896	-0.025	-0.012	0.006
Si	9.591	1.904	12.842	0.021	0.007	-0.023
Si	9.603	5.75	12.847	-0.001	0.011	0.009
Si	9.601	9.671	12.856	0.014	-0.005	0.003
Si	13.477	-1.949	12.953	0	-0.008	0.022
Si	13.441	1.941	12.859	0.007	-0.023	-0.001
Si	13.441	5.877	12.832	-0.018	0	-0.019
Si	13.46	9.641	12.939	-0.001	0.015	0.005
Si	1.913	0.02	14.463	-0.014	-0.017	0.001
Si	1.926	3.753	14.293	-0.006	0.039	-0.017
Si	1.848	7.691	14.308	-0.019	0.001	-0.042
Si	1.931	11.667	14.404	0.055	-0.057	0.047
Si	5.838	0.026	14.186	0.025	-0.012	-0.059
Si	5.777	3.911	14.373	0.015	-0.048	-0.002
Si	5.727	7.658	14.392	0.004	0.046	0.006
Si	5.811	11.543	14.214	-0.038	0.015	0.001
Si	9.615	0.03	14.261	0.012	0.006	0.003
Si	9.568	3.802	14.188	0.004	0.003	-0.012
Si	9.623	7.712	14.124	0.017	-0.021	-0.043
Si	9.6	11.582	14.247	0.019	-0.004	-0.015
Si	13.469	0.019	14.236	0.002	0.014	-0.024
Si	13.421	3.943	14.089	-0.01	-0.004	-0.015
Si	13.423	7.732	14.307	-0.006	0.009	-0.014
Si	13.492	11.509	14.366	0.015	0.017	-0.014
Si	-0.117	0.086	15.78	0.021	0.011	0.101
Si	-0.109	3.807	15.471	-0.003	-0.031	0.024
Si	-0.075	7.725	15.706	0.003	0.006	0.034
Si	0.013	11.567	15.83	-0.009	0.008	0.01
Si	4.013	-0.013	15.635	-0.019	-0.064	0.064
Si	3.827	3.745	15.733	-0.001	-0.026	0.01
Si	3.726	7.523	15.708	0.02	-0.018	0.065
Si	3.973	11.793	15.645	-0.048	0.567	-0.429
Si	7.706	0.015	15.623	-0.025	0.004	0.012
Si	7.762	3.886	15.71	-0.015	0.032	0.011
Si	7.792	7.635	15.557	-0.004	0.001	0.052
Si	7.691	11.552	15.626	-0.007	-0.01	0.019
Si	11.544	0.043	15.59	0.009	-0.005	0.024
Si	11.524	3.894	15.451	-0.003	0.008	-0.037
Si	11.453	7.729	15.599	-0.014	0.033	0.058
Si	11.49	11.535	15.635	-0.001	0.006	0.01
Si	-0.546	-1.854	17.065	0.283	-0.039	-0.847
Si	-0.895	2.078	16.867	-0.199	-0.215	-0.7
Si	0.157	5.674	16.822	-0.123	0.118	-0.723
Si	0.231	9.589	17.166	-0.168	-0.008	-0.806
Si	4.818	-1.792	16.945	0.177	-0.063	-0.679
Si	4.332	1.817	17.008	-0.136	0.11	-0.743
Si	3.309	5.62	17.016	0.253	-0.005	-0.758
Si	3.338	9.161	17.293	-0.076	-0.445	-0.468
Si	7.273	-1.902	16.912	-0.26	0.002	-0.557
Si	7.475	1.918	17.001	0.161	0.069	-0.731
Si	8.523	5.823	16.886	0.207	-0.14	-0.683
Si	8.008	9.555	16.844	-0.118	0.132	-0.768
Si	11.694	-1.901	16.915	-0.175	0.02	-0.804
Si	12.037	2.02	16.751	0.31	0.024	-0.571
Si	10.995	5.758	16.778	-0.293	0	-0.554
Si	11.108	9.633	16.98	0.242	-0.048	-0.809
Si	-0.004	-2.035	20.093	-0.063	0.023	-0.06
Si	-1.942	-0.179	21.211	-0.029	-0.062	0.022
Si	6.017	-1.827	21.851	0.065	-0.094	-0.05
Si	1.041	6.844	26.057	-0.075	-0.023	0.057
Si	8.698	5.231	19.747	-0.183	0.012	-0.017
Si	9.075	0.535	24.124	-0.017	0.112	0.007
Si	5.679	9.65	18.971	-0.114	-0.113	-0.169
Si	5.718	8.265	21.695	-0.084	0.013	-0.024
Si	2.617	8.85	22.239	0.149	-0.016	-0.107
Si	1.283	1.841	25.593	-0.032	-0.013	0.287
Si	10.379	3.096	25.564	-0.038	-0.05	0.182
Si	-2.097	9.136	19.184	0.015	0.021	-0.12
Si	9.852	2.452	18.995	-0.032	-0.137	-0.241
Si	7.577	-2.972	26.622	0.019	0.025	0.152
Si	3.595	4.939	19.888	0.094	0.076	-0.069
Si	9.451	-1.867	19.226	-0.06	-0.042	-0.23
Si	1.899	-1.446	22.235	-0.045	-0.059	-0.053
Si	1.65	6.013	21.981	0.027	-0.179	-0.015
Si	13.242	5.961	18.93	-0.074	-0.051	-0.178
Si	1.89	-3.981	20.865	0.004	0.042	0.088
Si	9.836	-2.427	24.583	-0.033	0.05	-0.049
Si	4.458	-3.073	19.543	0.002	0.125	-0.026
Si	2.613	4.569	24.628	-0.029	0.058	0.033
Si	-0.911	8.452	24.518	-0.058	-0.006	0.083
Si	-0.232	2.017	19.902	-0.06	0.12	-0.089
Si	10.294	0.45	21.151	0.093	-0.101	-0.011
Si	3.306	10.265	24.835	0.136	-0.085	0.077
Si	-1.117	4.59	21.469	0.007	-0.003	-0.1
Si	12.061	4.769	23.647	-0.027	0.108	0.047
Si	-0.335	-0.149	23.898	0.047	-0.024	-0.039
Si	3.584	8.364	26.795	0.069	-0.133	0.095
Si	10.535	6.54	21.828	0.037	0.064	-0.023
Si	8.801	-3.204	21.716	-0.003	-0.014	0.034
Si	11.815	-3.125	26.724	-0.111	-0.094	0.088
Si	10.183	8.682	23.76	0.133	-0.002	-0.101
Si	12.01	7.251	25.659	0.026	-0.149	0.104
Si	12.586	8.731	22.062	-0.101	0.07	-0.027
Si	0.573	-4.61	25.897	-0.065	-0.138	0.156
Si	7.627	9.991	23.201	-0.005	-0.016	-0.095
Si	6.181	5.155	21.474	-0.027	0.049	-0.024
Si	4.396	0.48	21.905	-0.098	-0.074	-0.075
Si	3.91	0.654	26.582	-0.023	0.128	0.153
Si	-0.743	-1.984	26.154	-0.017	0.096	0.122
Si	7.933	4.68	26.547	0.056	-0.129	0.143
Si	5.67	-3.214	24.456	0.029	-0.004	0.036
Si	5.996	1.225	24.425	0.072	-0.081	-0.029
Si	5.799	4.279	24.519	-0.132	-0.027	-0.048
Si	2.788	2.009	19.701	-0.004	-0.043	-0.092
Si	0.01	13.435	0.628	-0.002	-0.005	0.015
Si	0.001	1.976	0.688	0.006	-0.011	0.009
Si	0.001	5.794	0.63	0.004	-0.013	0.003
Si	0.012	9.677	0.64	-0.005	0.001	-0.003
Si	3.821	13.423	0.63	-0.011	-0.003	0.005
Si	3.838	1.922	0.681	-0.004	-0.004	0.014
Si	3.796	5.814	0.648	0.003	0.004	0.019
Si	3.823	9.642	0.596	0.005	0.001	-0.002
Si	7.683	13.418	0.675	-0.002	0.001	-0.009
Si	7.692	1.938	0.682	0.006	0.01	0.003
Si	7.672	5.754	0.69	0.002	0.002	0.004
Si	7.682	9.654	0.658	-0.003	0.001	0.002
Si	11.56	13.455	0.672	0.006	0	0.003
Si	11.529	1.924	0.7	0.016	-0.009	0.011
Si	11.546	5.791	0.693	-0.009	0.002	0.014
Si	11.539	9.66	0.67	0.002	-0.002	0.004
Si	1.916	13.453	2.012	-0.001	0.017	-0.005
Si	1.921	1.938	2.045	0.002	-0.011	0
Si	1.899	5.795	2.028	0.003	0.015	-0.011
Si	1.928	9.648	2.004	-0.01	-0.005	-0.004
Si	5.744	13.438	2.009	0.002	0.014	-0.001
Si	5.762	1.939	2.034	-0.001	-0.01	-0.004
Si	5.73	5.78	2.017	0.004	0.017	-0.005
Si	5.74	9.643	1.992	0.008	-0.008	-0.005
Si	9.619	13.441	2.023	-0.007	0.014	0.004
Si	9.607	1.943	2.052	-0.002	-0.017	0.002
Si	9.607	5.773	2.039	0.001	0.01	0.001
Si	9.607	9.658	2.024	0.005	-0.003	0.001
Si	13.484	13.452	2.019	-0.004	0.012	0.001
Si	13.463	1.942	2.043	-0.007	-0.018	0.001
Si	13.479	5.791	2.025	-0.005	0.023	-0.002
Si	13.474	9.644	2.013	0	-0.022	0.004
Si	1.913	-0.003	3.377	-0.01	0.002	-0.001
Si	1.919	3.87	3.391	0.01	-0.001	0.001
Si	1.909	7.725	3.375	-0.01	-0.002	0.005
Si	1.923	11.548	3.389	0.006	0	0.002
Si	5.755	-0.008	3.366	-0.015	0	-0.001
Si	5.748	3.864	3.391	0	-0.005	0.005
Si	5.75	7.716	3.362	-0.002	0.001	-0.006
Si	5.751	11.539	3.388	-0.006	0.006	0.003
Si	9.607	-0.006	3.378	0.005	0.002	-0.002
Si	9.61	3.864	3.413	0.006	0.005	0.006
Si	9.607	7.717	3.376	0.01	0.002	-0.007
Si	9.612	11.55	3.414	-0.007	-0.008	0.008
Si	13.475	0	3.38	0.01	-0.003	0.002
Si	13.46	3.869	3.395	0.006	0	-0.001
Si	13.473	7.719	3.379	0.014	0.002	0.005
Si	13.465	11.548	3.396	-0.007	0.003	0.004
Si	0.001	0.005	4.751	0.015	-0.005	0.002
Si	-0.002	3.864	4.754	0.001	-0.009	0.001
Si	-0.001	7.719	4.752	0	0.007	0.006
Si	0.003	11.549	4.753	0.003	-0.007	0.005
Si	3.837	0.005	4.738	-0.01	-0.002	-0.001
Si	3.833	3.864	4.758	-0.004	0	0.004
Si	3.834	7.714	4.737	-0.005	0.001	-0.005
Si	3.836	11.55	4.755	0.001	0.005	-0.002
Si	7.677	0	4.736	-0.001	-0.013	-0.002
Si	7.673	3.866	4.753	0.002	0.01	0.002
Si	7.674	7.715	4.733	-0.01	0.011	0
Si	7.674	11.548	4.751	0	0.006	-0.001
Si	11.539	0.003	4.735	-0.003	-0.007	0.001
Si	11.541	3.868	4.76	0.002	0.006	0.001
Si	11.539	7.714	4.734	0.016	0.001	0
Si	11.543	11.55	4.759	-0.003	-0.004	0.001
Si	0.006	13.472	6.115	-0.007	0	0
Si	0.002	1.933	6.107	-0.004	-0.003	-0.004
Si	-0.003	5.792	6.111	0.007	0.004	-0.006
Si	0	9.634	6.121	0.001	-0.003	0.003
Si	3.834	13.475	6.109	0.007	-0.008	-0.002
Si	3.833	1.93	6.103	-0.001	0	0
Si	3.833	5.794	6.107	0.001	-0.001	-0.002
Si	3.837	9.629	6.112	-0.005	0.009	-0.005
Si	7.677	13.471	6.109	-0.011	-0.017	0
Si	7.676	1.929	6.1	-0.007	0.002	-0.001
Si	7.672	5.795	6.107	0.006	-0.006	0.004
Si	7.67	9.628	6.112	0.006	0.018	0.003
Si	11.539	13.475	6.113	0.003	-0.01	0.005
Si	11.538	1.93	6.099	0.013	0.007	-0.006
Si	11.542	5.798	6.111	-0.004	-0.001	0.001
Si	11.541	9.626	6.114	-0.003	0.001	0.005
Si	1.923	13.475	7.486	0.01	-0.002	-0.002
Si	1.919	1.933	7.477	-0.006	0.003	0.003
Si	1.917	5.791	7.478	0.001	-0.002	-0.002
Si	1.923	9.636	7.481	0.004	-0.006	-0.003
Si	5.753	13.47	7.469	-0.005	0.013	0.001
Si	5.752	1.935	7.466	-0.012	-0.011	0
Si	5.748	5.793	7.476	-0.01	0.006	0.004
Si	5.749	9.63	7.485	-0.01	-0.002	-0.008
Si	9.606	13.472	7.464	-0.015	0.002	0.001
Si	9.608	1.935	7.454	0.008	-0.002	-0.005
Si	9.606	5.795	7.455	0.009	0.011	0.004
Si	9.604	9.633	7.457	0	-0.011	-0.005
Si	13.468	13.472	7.469	0.004	0.001	-0.001
Si	13.463	1.931	7.461	0.005	-0.005	-0.004
Si	13.466	5.796	7.479	0.012	-0.003	0
Si	13.465	9.633	7.481	0.007	0.004	0.005
Si	1.923	0.013	8.847	-0.005	-0.008	0.006
Si	1.918	3.862	8.834	0.002	0.007	-0.004
Si	1.924	7.715	8.839	-0.002	0.006	-0.004
Si	1.925	11.552	8.854	0.006	-0.004	0
Si	5.751	0.007	8.821	0.004	-0.018	-0.005
Si	5.74	3.861	8.829	0.007	-0.008	-0.003
Si	5.738	7.709	8.85	0.006	0.013	0.007
Si	5.742	11.557	8.847	-0.002	0.01	-0.002
Si	9.612	0.011	8.817	-0.007	-0.007	-0.004
Si	9.603	3.868	8.808	0.005	0.014	-0.007
Si	9.597	7.717	8.818	0.004	0.005	-0.005
Si	9.609	11.547	8.827	-0.003	-0.011	-0.002
Si	13.468	0.009	8.824	0.007	0.001	-0.01
Si	13.469	3.855	8.82	-0.007	-0.017	-0.007
Si	13.474	7.718	8.851	0	-0.006	0.007
Si	13.475	11.558	8.842	-0.004	0.011	0
Si	-0.006	0.004	10.199	-0.01	-0.006	0.006
Si	0	3.852	10.197	-0.014	-0.003	-0.001
Si	0.022	7.733	10.216	-0.006	-0.007	0.006
Si	0.009	11.555	10.222	-0.003	0	0.003
Si	3.848	0.011	10.211	0.014	0.008	0.008
Si	3.825	3.858	10.217	-0.002	-0.004	0.01
Si	3.82	7.708	10.234	0.011	-0.006	-0.002
Si	3.831	11.555	10.242	0.006	0.007	-0.003
Si	7.679	0.018	10.161	-0.003	0.01	-0.006
Si	7.674	3.874	10.167	-0.003	-0.012	0.001
Si	7.674	7.703	10.185	0.002	0.006	-0.004
Si	7.677	11.544	10.181	0	-0.002	-0.001
Si	11.542	-0.007	10.174	0.001	-0.001	0
Si	11.535	3.857	10.157	0.017	0.006	-0.006
Si	11.522	7.734	10.171	-0.001	-0.007	-0.004
Si	11.542	11.565	10.181	0.003	-0.008	0.001
O	3.9	10.537	16.682	0.292	0.054	0.039
O	1.111	-1.128	20.851	0.156	0.478	-0.406
O	9.558	-3.097	20.289	0.411	-0.424	0.023
O	0.528	2.215	26.991	0.062	0.225	-0.171
O	7.567	3.393	27.471	-0.024	0.039	-0.369
O	8.022	5.956	18.46	-0.517	0.177	0.319
O	-0.872	5.476	18.066	0.117	-0.147	0.232
O	2.003	8.058	26.55	-0.311	0.254	-0.033
O	-0.754	9.718	18.474	0.095	0.132	0.436
O	5.667	-1.965	23.431	-0.328	0.438	0.19
O	0.925	-1.062	23.455	0.321	-0.338	0.182
O	3.329	1.515	18.261	-0.296	-0.173	-0.089
O	5.903	1.935	17.533	-0.116	0.081	0.464
O	2.627	5.94	20.695	-0.047	0.296	-0.347
O	1.77	9.357	17.714	-0.02	-0.246	0.575
O	4.295	8.885	18.585	0.042	-0.192	0.317
O	6.055	9.229	20.463	0.447	0.111	0.204
O	11.235	-2.957	25.218	0.401	-0.258	-0.52
O	8.541	1.822	18.25	0.017	-0.543	0.166
O	4.048	5.604	18.479	0.711	0.058	0.277
O	10.701	-1.917	18.206	-0.055	-0.022	0.277
O	13.245	-1.93	17.443	-0.026	-0.028	0.335
O	11.828	5.668	18.203	-0.172	-0.243	0.358
O	5.056	-2.815	21.016	-0.061	-0.116	0.144
O	3.978	4.547	28.257	0.086	-0.066	-0.196
O	6.125	-2.769	25.934	-0.284	0.035	0.301
O	6.064	6.748	21.338	-0.014	0.004	-0.247
O	0.042	-1.161	27.298	0.287	-0.117	-0.421
O	4.081	2.003	27.468	0.159	0.148	-0.422
O	12.308	6.005	24.671	0.393	0.084	0.087
O	7.601	-4.327	27.491	-0.174	0.053	-0.252
O	9.587	4.028	19.15	0.213	0.1	-0.06
O	-2.112	5.158	20.326	-0.541	-0.284	0.18
O	6.716	5.1	25.565	-0.207	0.483	-0.045
O	3.876	-3.18	28.366	0.268	-0.166	-0.433
O	7.556	4.689	20.756	0.28	-0.31	0.094
O	-2.006	-2.769	26.762	0.284	-0.423	0.435
O	7.573	-2.148	21.648	-0.048	0.24	0.12
O	9.523	-0.537	20.134	-0.323	0.107	0.126
O	-1.198	-0.962	24.997	-0.549	0.013	0.145
O	9.668	-0.829	24.755	0.454	0.082	0.496
O	9.653	7.478	22.808	-0.614	-0.095	0.096
O	2.182	-4.683	25.897	0.303	0.31	0.481
O	11.109	-2.034	27.694	-0.409	-0.104	-0.133
O	9.288	4.296	25.733	0.172	0.304	-0.276
O	8.153	5.984	27.469	0.361	-0.026	-0.427
O	4.398	-1.794	18.553	-0.16	0.608	0.576
O	-2.103	8.251	25.602	-0.141	0.123	0.374
O	0.236	-3.085	25.534	0.283	0.129	-0.573
O	4.179	9.018	25.437	0.479	-0.049	-0.312
O	-0.516	3.174	20.986	0.344	0.015	0.438
O	4.151	8.402	22.039	0.017	-0.201	0.033
O	6.174	4.702	23.012	0.299	-0.011	-0.007
O	-0.416	2.501	18.378	0.078	0.433	0.2
O	9.723	-2.837	23.012	0.25	-0.246	-0.121
O	11.917	7.344	21.532	0.391	-0.126	-0.403
O	7.442	0.539	24.148	-0.108	-0.193	0.053
O	0.126	5.601	21.674	-0.201	0.559	-0.08
O	-1.522	8.434	23.019	0.406	-0.251	-0.345
O	-1.313	0.165	22.66	-0.085	0.427	0.196
O	-1.47	-1.657	20.696	-0.464	-0.475	-0.052
O	7.694	0.835	28.254	-0.204	-0.004	-0.232
O	2.727	3.612	19.637	-0.286	0.237	0.098
O	-1.976	7.54	19.116	0.085	-0.093	-0.017
O	0.172	-1.74	18.519	0.391	0.077	0.046
O	0.155	7.248	24.766	0.101	-0.288	-0.461
O	7.714	8.518	28.227	-0.026	0.025	-0.421
O	-1.313	0.845	20.132	-0.277	-0.056	-0.317
O	11.484	0.593	28.143	0.068	-0.039	-0.441
O	12.008	9.645	18.339	0.063	0.199	0.187
O	11.84	-0.034	21.28	0.086	-0.097	-0.006
O	1.296	1.504	20.042	0.139	-0.417	0.335
O	8.232	10.678	21.859	-0.106	-0.252	-0.634
O	0.036	-5.003	27.362	-0.157	0.15	-0.208
O	11.207	2.148	18.167	-0.021	0.053	0.182
O	11.739	6.769	27.174	-0.277	-0.219	-0.126
O	7.876	-1.68	27.523	0.157	0.15	-0.283
O	2.255	5.059	23.135	0.177	-0.203	-0.12
O	9.686	6.261	20.499	-0.031	0.487	-0.22
O	3.825	9.479	27.919	0.214	-0.218	0.072
O	8.912	9.602	24.103	-0.064	0.141	0.451
O	3.856	-0.682	27.469	-0.146	-0.158	-0.523
O	5.197	0.493	25.624	0.321	-0.376	0.012
O	4.91	4.516	20.717	0.132	-0.36	0.282
O	11.593	-4.627	27.309	0.042	-0.036	-0.459
O	1.702	5.647	17.38	0.065	-0.036	0.612
O	1.671	7.567	22.397	-0.494	0.236	0.377
O	0.048	6.569	27.31	-0.237	-0.296	-0.228
O	3.236	-0.564	22.333	-0.088	-0.259	0.308
O	1.98	5.595	25.703	0.048	-0.209	0.145
O	2.214	-3.048	22.177	0.028	-0.048	0.383
O	1.935	3.144	24.912	0.062	0.012	-0.077
O	5.456	11.243	18.867	0.512	0.229	-0.219
O	8.063	-1.905	18.375	-0.069	-0.066	0.49
O	0.388	-3.59	20.378	-0.442	-0.532	-0.034
O	6.926	9.304	18.027	0.053	-0.396	0.158
O	0.213	1.222	24.553	-0.209	0.344	-0.224
O	2.488	0.776	25.817	-0.153	-0.496	-0.264
O	4.204	-3.849	24.497	-0.223	0.228	-0.005
O	9.533	9.633	17.463	0.054	0.145	0.584
O	5.67	-0.341	21.328	0.41	0.243	-0.357
O	6.711	-4.318	23.939	-0.054	-0.28	-0.076
O	6.248	2.762	24.8	0.444	-0.042	0.136
O	11.527	3.511	24.5	0.11	-0.52	-0.018
O	10.717	8.075	25.153	-0.279	0.028	0.481
O	2.513	9.728	23.567	-0.368	0.242	0.096
O	-0.162	9.847	24.8	0.113	0.219	-0.474
O	3.81	1.516	20.838	0.118	0.25	-0.009
O	8.68	-3.113	25.466	-0.119	-0.361	-0.295
O	2.951	-3.618	19.695	-0.18	-0.159	-0.534
O	4.257	6.98	27.281	0.515	-0.194	-0.504
O	10.133	1.904	20.479	0.137	0.535	0.515
O	10.911	5.157	22.57	-0.351	-0.36	-0.013
O	4.975	1.276	23.172	0.008	0.589	0.016
O	11.407	9.437	22.959	0.129	0.695	0.056
O	9.595	0.565	22.594	-0.224	-0.098	-0.164
O	-1.956	4.425	22.85	0.02	-0.082	0.154
O	-2.299	9.55	20.748	0.13	0.642	0.188
O	2.028	9.821	21.093	-0.125	-0.115	-0.442
O	11.114	2.873	27	0.263	0.416	-0.064
O	9.64	1.768	25.007	0.142	-0.144	0.238
O	4.219	4.502	24.786	0.009	-0.018	0.016
O	6.693	8.718	22.897	0.068	-0.416	0.455

Results
total energy: -88163.872 eV
total energy less fixed offsets of O -438.35, Si -107.03 eV per atom: 2.778 eV
